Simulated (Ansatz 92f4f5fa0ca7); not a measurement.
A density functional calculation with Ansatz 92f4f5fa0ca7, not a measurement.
Periodic cell of 224 atoms, Si133O90H1, from a study of silicon, its oxide and their interface. The atomic structure is a simulated model.
Doubt: the cutoff is low for norm-conserving oxygen, so forces and energies are approximate.
Doubt: the program's own warning below bears on the result.

Settings
functional: HSE06
potential files: SPMS norm-conserving
basis: plane waves
wave-function cutoff: 800 eV
density cutoff ratio: 4
exchange-correlation grid ratio: 1
k mesh: 1 x 1 x 1, Gamma-centred
occupations: fixed
spin: none
net charge: +1 e, with a uniform compensating background and no finite-size correction

Cell vectors (angstrom)
a  10.938  0  0
b  0  10.938  0
c  0  0  32.3356

Atoms: element, x, y, z (angstrom)
Si  0.1746  -0.1617  24.9284
Si  5.3668  0.1445  24.8085
Si  3.0932  2.3783  24.8278
Si  8.0318  3.0328  24.8675
Si  -0.238  5.8094  24.7165
Si  5.7919  5.2411  25.0595
Si  2.44  8.5571  24.8607
Si  8.4948  8.0946  24.9114
Si  1.4223  1.3844  26.1816
Si  6.9006  1.3681  26.1378
Si  4.1306  4.0428  26.1836
Si  9.6403  4.1768  26.1297
Si  1.378  6.8588  26.1138
Si  6.9307  6.8821  26.2507
Si  4.1314  9.5773  26.1585
Si  9.6249  9.5905  26.2903
Si  2.7551  -0.0095  27.5621
Si  8.205  0.0087  27.5613
Si  0.0187  2.7534  27.5147
Si  5.4978  2.691  27.5591
Si  2.736  5.456  27.5009
Si  8.2581  5.4683  27.5792
Si  0.0348  8.1697  27.5843
Si  5.47  8.2003  27.546
Si  4.1018  1.3673  28.9174
Si  9.5708  1.3673  28.9174
Si  1.3673  4.1018  28.9174
Si  6.8362  4.1018  28.9174
Si  4.1018  6.8362  28.9174
Si  9.5708  6.8362  28.9174
Si  1.3673  9.5708  28.9174
Si  6.8362  9.5708  28.9174
Si  0  0  30.2846
Si  5.469  0  30.2846
Si  2.7345  2.7345  30.2846
Si  8.2035  2.7345  30.2846
Si  0  5.469  30.2846
Si  5.469  5.469  30.2846
Si  2.7345  8.2035  30.2846
Si  8.2035  8.2035  30.2846
Si  1.3673  1.3673  31.6519
Si  6.8362  1.3673  31.6519
Si  4.1018  4.1018  31.6519
Si  9.5708  4.1018  31.6519
Si  1.3673  6.8362  31.6519
Si  6.8362  6.8362  31.6519
Si  4.1018  9.5708  31.6519
Si  9.5708  9.5708  31.6519
Si  2.7345  0  0.6835
Si  8.2035  0  0.6835
Si  0  2.7345  0.6835
Si  5.469  2.7345  0.6835
Si  2.7345  5.469  0.6835
Si  8.2035  5.469  0.6835
Si  0  8.2035  0.6835
Si  5.469  8.2035  0.6835
Si  4.1018  1.3673  2.0507
Si  9.5708  1.3673  2.0507
Si  1.3673  4.1018  2.0507
Si  6.8362  4.1018  2.0507
Si  4.1018  6.8362  2.0507
Si  9.5708  6.8362  2.0507
Si  1.3673  9.5708  2.0507
Si  6.8362  9.5708  2.0507
Si  0  0  3.418
Si  5.469  0  3.418
Si  2.7345  2.7345  3.418
Si  8.2035  2.7345  3.418
Si  0  5.469  3.418
Si  5.469  5.469  3.418
Si  2.7345  8.2035  3.418
Si  8.2035  8.2035  3.418
Si  1.2901  1.3929  4.7049
Si  6.82  1.3657  4.8025
Si  4.0849  4.0968  4.8166
Si  9.5085  4.1506  4.7683
Si  1.3581  6.8465  4.8335
Si  6.7649  6.9231  4.7758
Si  4.1107  9.5726  4.7986
Si  9.6661  9.4849  4.7657
Si  2.7167  0.0727  6.0331
Si  8.2089  -0.1317  5.994
Si  -0.1653  2.6571  6.0584
Si  5.4677  2.731  6.239
Si  2.6578  5.4484  6.2029
Si  8.1426  5.5661  6.0947
Si  0.0227  8.1429  6.3407
Si  5.4276  8.2602  6.2763
Si  3.7381  1.6341  7.4334
Si  9.6298  1.0409  7.3976
Si  1.4063  3.7573  7.3254
Si  6.549  4.4765  7.411
Si  4.222  6.6573  7.5238
Si  9.2636  6.9838  7.6159
Si  1.151  9.9861  7.4192
Si  7.1531  9.373  7.5051
O  9.5349  6.9286  24.3958
O  4.2353  1.2682  24.4028
O  8.1956  8.191  8.1035
O  2.6374  2.786  7.8415
O  6.8618  4.129  24.4464
O  1.2913  9.6676  24.433
O  3.6501  7.3017  8.9643
O  -0.025  0.0911  7.8719
O  5.3841  5.548  7.8999
O  6.7785  10.4067  8.7656
O  9.6689  6.0262  8.9245
O  1.8998  9.9954  9.2275
O  3.9237  0.846  8.9093
O  0.4278  3.9654  8.6425
O  8.8269  1.2727  8.8362
O  0.1881  10.3067  11.3191
O  8.0754  8.9269  23.5533
O  8.7137  2.5006  23.4672
O  5.0672  6.1149  23.875
O  2.5103  2.8213  23.3744
O  10.3563  0.4071  23.5794
O  0.263  5.3551  23.2117
O  2.9938  8.0474  23.4127
O  5.9504  10.4739  23.382
Si  9.8327  1.6422  22.6474
Si  2.8629  7.7019  21.8324
Si  4.745  10.0788  15.4501
Si  9.7153  -0.0108  17.6212
Si  4.2471  0.3132  12.7332
Si  4.6106  5.1802  11.6268
Si  7.5504  0.6326  9.6483
Si  1.7384  2.8647  21.9525
Si  6.0486  2.6278  19.2252
Si  6.0462  7.6474  18.4005
Si  6.7043  3.483  10.2281
Si  3.2332  12.6025  19.497
Si  2.5732  6.8437  10.1144
Si  5.3574  15.081  14.3432
Si  10.8294  -2.8458  17.5615
Si  13.3372  -1.7549  16.9351
Si  7.9992  11.3813  20.3477
Si  2.877  11.2603  10.0079
Si  6.6407  7.256  12.7282
Si  9.7195  6.0385  19.4886
Si  -4.0656  -1.5447  22.5562
Si  5.9941  6.5737  15.6547
Si  12.3775  12.1601  16.8613
Si  7.2016  10.3625  12.3546
Si  10.9775  5.2539  9.545
Si  5.3728  6.5564  22.3477
Si  6.9019  5.4463  20.2364
Si  1.9238  2.026  13.8477
Si  5.7241  1.7997  16.1804
Si  0.8741  9.1821  10.3838
Si  0.5675  0.9238  11.6803
Si  -2.875  4.6523  12.8178
Si  0.815  5.5384  21.6738
Si  3.8569  -1.3928  19.5737
Si  19.4311  6.6922  17.1324
Si  7.647  10.7546  15.241
Si  -0.1567  3.6227  12.2804
O  10.6525  7.2958  18.989
O  1.7355  1.3415  10.5687
O  18.4705  6.0975  15.9775
O  1.7688  13.028  15.4758
O  8.8669  10.5327  16.2722
O  0.162  2.5542  22.2146
O  1.9406  8.113  10.9828
O  -5.7138  4.098  10.5623
O  6.7075  1.3936  20.0589
O  12.247  -2.9534  16.7492
O  5.3879  7.3312  16.9449
O  -0.5197  13.079  11.6065
O  6.022  7.3797  14.2317
O  1.0436  11.7169  13.2339
O  7.1001  12.2725  15.439
O  5.5643  6.5013  11.7512
O  4.1317  10.1747  13.9343
O  9.1358  1.1215  21.2839
O  -0.3185  9.6384  17.9948
O  5.8697  6.3361  19.3369
O  6.1393  2.4267  17.6043
O  -0.2826  5.2028  20.5075
O  7.655  7.7968  18.0637
O  7.2842  4.029  8.8097
O  16.8068  0.4059  12.4645
O  1.9412  4.3923  21.426
O  9.1173  5.462  18.0499
O  1.2979  6.2634  9.311
O  -2.8039  -0.3852  13.687
O  9.7309  7.5259  16.4881
O  6.5575  1.8621  10.0572
O  7.9888  6.3003  12.713
O  -4.0205  3.9461  19.6197
O  10.7711  1.2227  17.2815
O  3.9836  11.1572  19.5815
O  5.3126  8.9253  19.102
O  8.0449  -0.097  11.033
O  15.3858  2.7661  19.5523
O  6.8802  -2.1746  12.1582
O  5.0432  5.2915  15.4399
O  -0.3579  8.4992  9.5846
O  3.6152  -0.2922  11.3188
O  6.3389  5.397  21.7541
O  1.2381  3.3851  13.1525
O  7.4491  -0.8824  21.1665
O  3.9743  6.5561  21.5216
O  15.9228  2.7978  15.141
O  6.9285  4.1422  13.8745
O  13.655  9.1145  18.5162
O  3.4334  12.6166  13.2007
O  6.0176  8.0537  22.2013
O  4.6696  -10.3941  16.3084
O  3.2699  9.0434  21.0043
O  7.7595  3.9367  11.3754
O  17.2985  -1.2017  15.4816
O  2.3311  1.7905  18.119
O  3.1638  5.7167  11.1118
O  4.4053  4.409  13.0457
O  -0.0528  4.7669  11.1001
O  12.7651  -0.3068  16.4669
O  8.3418  6.2165  20.3555
O  1.4053  7.0558  21.4782
O  8.6988  11.1613  18.8761
O  25.6325  -1.9724  16.0768
O  2.2979  1.8415  20.8177
O  -1.3786  4.1433  13.2438
H  -1.2284  8.9095  9.7362

Results
free energy: -55402.634 eV
free energy less fixed offsets of H -15.86, O -447.96, Si -113.29 eV per atom: -2.804 eV
gap between the highest filled and lowest empty level on this k mesh: 1.071 eV

The program warned: the cutoff lies below the one the program advises for these potential files; the model core charge is not resolved on the grid; the forces do not sum to zero within the program's tolerance; the exchange-correlation potential is rough where the density is thin.
